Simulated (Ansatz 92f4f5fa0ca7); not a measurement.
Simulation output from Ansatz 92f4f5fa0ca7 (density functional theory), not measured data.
Periodic cell of 258 atoms, Si166O92, from a study of silicon, its oxide and their interface. The atomic structure is a simulated model.
Doubt: the cutoff is far below the 930 eV that the study's wrapper takes by default for these files, so forces and energies are approximate.
This geometry differs little from another in the collection (a relaxation step or a small displacement).

Settings
functional: PBE
potential files: Ansatz PAW
basis: plane waves
wave-function cutoff: 580 eV
density cutoff ratio: 5
exchange-correlation grid ratio: 1
k mesh: 1 x 1 x 1, Gamma-centred
self-consistency stop: 5e-08 eV per atom in the density residual
occupations: fixed
spin: none
net charge: 0

Cell vectors (angstrom)
a 10.938 0 0
b 0 10.938 0
c 0 0 37.4643

Atoms: element, x, y, z (angstrom)
Si 0 0 0.683
Si 5.469 0 0.683
Si 2.7345 2.7345 0.683
Si 8.2035 2.7345 0.683
Si 0 5.469 0.683
Si 5.469 5.469 0.683
Si 2.7345 8.2035 0.683
Si 8.2035 8.2035 0.683
Si 1.3673 1.3673 2.0503
Si 6.8362 1.3673 2.0503
Si 4.1018 4.1018 2.0503
Si 9.5708 4.1018 2.0503
Si 1.3673 6.8362 2.0503
Si 6.8362 6.8362 2.0503
Si 4.1018 9.5708 2.0503
Si 9.5708 9.5708 2.0503
Si 2.7345 0 35.4128
Si 8.2035 0 35.4128
Si 0 2.7345 35.4128
Si 5.469 2.7345 35.4128
Si 2.7345 5.469 35.4128
Si 8.2035 5.469 35.4128
Si 0 8.2035 35.4128
Si 5.469 8.2035 35.4128
Si 4.1018 1.3673 36.7801
Si 9.5708 1.3673 36.7801
Si 1.3673 4.1018 36.7801
Si 6.8362 4.1018 36.7801
Si 4.1018 6.8362 36.7801
Si 9.5708 6.8362 36.7801
Si 1.3673 9.5708 36.7801
Si 6.8362 9.5708 36.7801
Si 2.5903 -5.4949 29.9133
Si 7.4163 -3.891 24.3865
Si -1.2439 4.4875 28.6098
Si 4.7413 -1.6814 28.3969
Si 3.8737 6.1162 25.2237
Si 9.9472 10.6084 19.6797
Si 3.3621 11.445 46.0616
Si 6.3088 9.0004 14.5988
Si -0.0029 -2.8303 29.7918
Si 8.0941 1.6669 20.9188
Si 3.9687 6.7723 31.3601
Si 12.4202 9.5198 31.0928
Si 0.5374 8.2013 21.239
Si 11.6761 9.9992 25.9323
Si 6.8873 9.6427 31.1757
Si 14.814 14.7972 28.7482
Si 0.0266 2.9503 29.8179
Si 12.9764 1.7838 25.4091
Si -5.079 2.3345 19.099
Si 4.1297 1.4572 31.4604
Si 1.8501 2.4798 28.3002
Si 6.7537 6.6057 28.7985
Si -2.6548 5.5123 30.1238
Si 7.4037 8.9813 19.2271
Si 8.2399 0.1231 29.6086
Si 12.254 4.1493 31.3854
Si 2.9464 0.1553 29.9314
Si 6.8575 4.1101 31.3523
Si 6.8989 11.5302 23.4926
Si 14.5705 7.9248 20.9828
Si 0.6368 6.1032 28.5546
Si 5.4957 7.9978 30.141
Si 0.0498 -0.0204 32.4969
Si 5.5082 -0.0123 32.6632
Si 2.6987 2.7886 32.7476
Si 8.2693 2.703 32.62
Si -0.0126 5.5343 32.7347
Si 5.4384 5.4565 32.6909
Si 2.7123 8.2362 32.6774
Si 8.1929 8.315 32.6712
Si 1.3451 1.3366 34.0129
Si 6.8689 1.3684 34.0239
Si 4.1023 4.1111 34.0846
Si 9.5703 4.1024 34.0403
Si 1.3789 6.8656 34.07
Si 6.8336 6.8683 34.0178
Si 4.1219 9.5755 34.0361
Si 9.6153 9.6227 34.0104
Si 2.7097 0 3.4183
Si 8.2355 -0.0107 3.4039
Si -0.0055 2.7227 3.4357
Si 5.4545 2.7363 3.4094
Si 2.7194 5.473 3.4218
Si 8.2075 5.4608 3.4162
Si -0.0081 8.1841 3.4384
Si 5.4534 8.1679 3.4172
Si 4.049 1.4016 4.7633
Si 9.6091 1.3068 4.824
Si 1.3368 4.1302 4.7947
Si 6.8365 4.0913 4.7701
Si 4.0593 6.834 4.8236
Si 9.5996 6.7693 4.8159
Si 1.3519 9.5678 4.8102
Si 6.9207 9.4824 4.7111
Si 0.039 -0.0405 6.276
Si 5.4995 -0.0586 5.8989
Si 1.2056 7.6614 13.4463
Si 8.1974 2.6811 6.1092
Si -0.0105 5.4242 6.2687
Si 9.5152 3.9573 7.5738
Si 5.1804 13.2378 8.694
Si 8.2648 8.1286 6.1748
Si 2.6979 2.8242 6.1762
Si 4.212 -1.3186 7.365
Si 5.466 5.4602 6.1437
Si 15.0508 7.442 10.3829
Si 2.7954 9.511 11.1019
Si 11.655 4.0851 10.564
Si 2.9222 5.748 8.9588
Si 9.5835 9.4654 7.6421
Si -2.1067 -0.2177 14.8047
Si 7.8683 -0.2845 8.7246
Si 0.6026 -2.2071 11.3549
Si 9.1665 0.9428 10.242
Si 3.3639 9.7785 13.9396
Si 12.2521 6.8747 7.6606
Si -0.098 6.0832 20.4197
Si 10.4598 7.7883 24.2674
Si 4.891 5.6487 11.8459
Si 8.2045 2.5021 11.7457
Si 5.91 4.433 24.4403
Si 4.1293 4.14 7.5695
Si 6.8393 6.7882 7.5251
Si 9.7593 9.6226 28.3784
Si 4.7649 13.2827 16.3392
Si 2.685 8.2194 6.2124
O -25.734 -5.4151 24.8691
O -6.221 19.6487 21.9262
O 10.8559 -21.3199 18.6466
O -21.4356 11.7907 12.3968
O -1.05 29.6136 16.9922
O 35.155 15.2077 15.2229
O 2.6261 -31.5141 21.6975
O 5.5488 22.8351 24.3332
O -26.4998 49.6486 12.6312
O 19.5581 -3.9773 11.6652
O 3.8821 21.5573 19.8966
O 56.0092 -5.5728 20.0239
O -8.0394 21.6587 10.0149
O -19.5614 12.6038 19.1016
O 13.418 5.3866 25.7138
O 2.7903 3.9054 21.6995
O 11.1241 8.105 22.8275
O 17.7742 -1.0254 23.2574
O -4.0463 14.3555 23.6195
O 21.1273 -16.6467 21.6869
O -2.5252 -16.2944 16.8794
O 24.0205 19.4565 21.2208
O -1.0571 27.9212 19.0865
O 23.2894 13.5437 26.6932
Si 18.1501 30.1511 27.1915
Si 31.8417 3.6928 22.2107
Si 18.2721 24.2122 14.5898
Si 1.4071 -9.5154 7.5985
Si -3.0124 16.0923 8.8674
Si 16.4007 17.3145 15.949
Si -3.3656 5.3957 15.4718
Si 32.6288 -13.1589 16.0492
Si 12.2878 6.4592 26.3488
Si 9.3661 17.2351 10.3239
Si -5.8416 12.6549 25.7014
Si 16.6029 -5.9772 27.568
Si -0.2155 -8.4531 9.0348
Si 13.9007 16.3434 14.2361
Si 18.5136 -14.9892 12.9205
Si -4.1709 12.1986 7.322
Si 13.1942 10.2678 16.7093
Si -15.5518 19.6739 22.2326
Si 8.991 -4.2152 17.8918
Si 9.6311 1.3963 31.0946
Si 1.974 -19.2211 22.3693
Si 5.4928 -19.1523 30.0183
Si 10.2654 -0.285 11.9495
Si -8.1085 15.9961 20.5441
Si -13.6499 2.9222 24.5622
Si -7.558 12.1222 20.2432
Si 10.7024 -2.9872 9.1886
Si 12.2303 1.1235 17.9318
Si -4.0262 -9.1771 28.3057
Si 24.4278 -2.5197 26.1695
Si 5.6695 19.3475 8.8174
Si -6.0807 -6.189 18.1452
Si 11.1712 13.3381 12.8789
Si 23.7318 13.7034 15.5725
Si 6.582 14.5641 10.1902
Si -1.3381 6.9542 31.3894
Si -3.0275 3.6121 27.0854
Si 26.3165 9.5622 18.7748
O 0.0031 -11.5939 27.397
O -4.8808 -1.2957 18.578
O 46.448 8.2959 13.7921
O 8.6818 9.9439 18.8898
O 58.2231 -9.6083 25.8993
O 6.7862 -23.2691 9.4061
O 41.1046 6.3048 14.2749
O 46.2329 -22.2966 15.0916
O 10.538 -1.7263 25.0562
O -21.0868 13.3095 14.4058
O 25.9287 29.9864 19.411
O 25.576 9.8042 17.3482
O 37.4499 -28.8855 16.7293
O 21.4561 16.1786 10.876
O 14.2273 12.8728 15.7667
O 16.2062 4.4556 10.7945
O 27.0735 17.1669 17.5833
O -10.7191 6.5946 25.1451
O -37.1443 7.3338 23.0092
O 4.7231 -19.7579 20.2546
O 10.0017 21.0919 15.7896
O 19.486 12.3015 15.1057
O -2.1824 19.7217 27.3701
O 27.8252 34.0744 27.0103
O -25.8244 -13.8498 25.5979
O -0.1333 31.3266 20.4291
O 61.6042 19.2912 13.2143
O 42.3525 14.5207 23.8081
O 1.0331 24.3228 16.9643
O 15.5407 -5.6194 23.9632
O 7.185 30.7002 20.8454
O 49.7412 18.8549 15.76
O -7.6545 32.2575 12.4345
O 1.0967 -10.4664 25.183
O -14.1302 7.5256 18.5829
O 12.1497 8.9981 16.8459
O 41.5649 24.9775 21.2993
O 12.528 17.0257 13.6392
O 12.1025 36.2035 11.9815
O 7.3104 1.7311 19.4889
O -7.103 4.9723 12.9142
O -18.3227 -14.1458 24.9615
O 5.8601 34.814 15.2016
O 64.2951 13.8403 12.6276
O 15.2574 -11.2041 29.0945
O 7.1485 34.95 12.9694
O 3.5854 6.3173 21.2585
O 44.1424 13.7489 22.0143
O -23.4836 -32.1973 20.8504
O 26.8315 -26.8185 26.45
O 13.0288 4.779 10.0308
O -7.3415 4.6835 19.1552
O 16.1653 25.2419 25.5268
O 19.9046 7.2452 24.0262
O 2.1379 2.6073 24.0011
O 17.8977 1.1933 21.9815
O 38.8978 25.8244 18.8822
O 18.3711 20.9305 15.1844
O 29.6061 -18.0373 15.0329
O 19.108 23.1321 24.3416
O 23.9473 -20.9804 28.7399
O 15.8741 9.7995 14.3096
O 27.1395 1.6204 17.731
O -4.8175 9.4781 27.5164
O 47.7798 28.1325 15.1504
O 14.4266 19.7438 27.456
O 9.2288 -0.4885 13.235
O 21.9672 -2.8807 14.5795

Results
free energy: -157841.265 eV
free energy less fixed offsets of O -568.88, Si -635.61 eV per atom: 6.955 eV

Forces (eV/angstrom), in the order of the atoms: element, x, y, z
Si 0.0559 0.0023 -0.0281
Si 0.0188 -0.0175 0.0126
Si 0.0206 0.0292 0.0177
Si 0.0478 0.0319 -0.0041
Si 0.0152 -0.0276 -0.0003
Si 0.0223 -0.0094 -0.0188
Si -0.0001 0.0134 -0.0081
Si -0.0276 0.0267 0.0244
Si -0.1135 0.0174 -0.0311
Si 0.0128 -0.0242 0.0999
Si -0.0638 0.1115 -0.0093
Si -0.0338 -0.1252 0.0552
Si 0.0054 0.0838 0.0003
Si -0.0377 -0.1763 -0.029
Si -0.0116 0.0059 0.1495
Si 0.1987 -0.1575 -0.0971
Si -0.0028 -0.036 -0.1951
Si 0.2327 0.1162 -0.0932
Si -0.0464 -0.1513 -0.1544
Si 0.1935 -0.1329 -0.0553
Si 0.0353 0.2157 0.2165
Si -0.1338 0.0628 -0.2125
Si -0.0489 0.2343 0.0067
Si -0.034 -0.0348 0.0046
Si 0.0003 0.0094 -0.0152
Si -0.0867 -0.0174 0.028
Si 0.0474 -0.0153 -0.0431
Si -0.0734 0.0098 -0.0038
Si -0.0044 -0.0106 0.0405
Si -0.0664 0.0222 -0.0226
Si 0.0149 0.0029 0.0164
Si 0.019 -0.0562 -0.0447
Si 0.0087 -0.0031 -0.0028
Si 0.0157 0.0208 -0.002
Si 0.0096 0.0064 0.0225
Si -0.0023 0.0232 -0.0286
Si 0.0005 -0.0016 0.002
Si -0.0003 -0.0056 0.0044
Si -0.0977 -0.1573 0.4455
Si -0.0015 -0.0053 0.0035
Si 0.0004 0.0057 -0.0051
Si -0.0009 -0.0033 0.0002
Si -0.009 -0.0055 0.015
Si 0.0024 -0.0024 -0.0025
Si 0.0113 0.0086 0.0643
Si 0.0076 -0.0017 0.0057
Si 0.0121 0.0133 -0.0006
Si -0.0028 0.0008 0.0135
Si 0.0027 -0.0126 0.0026
Si 0.0083 0.0098 0.0061
Si -0.0015 -0.0024 -0.0013
Si -0.0086 0.001 0.0127
Si 0.0031 0.0162 0.0239
Si 0.0178 0.0011 0.0355
Si -0.0073 -0.0018 0.0056
Si -0.0061 0.0008 -0.0016
Si -0.0052 -0.015 0.0129
Si -0.0063 -0.0066 0.01
Si 0.0023 0.001 0.0197
Si -0.0073 -0.0068 0.0101
Si -0.0059 -0.006 0.0011
Si -0.0043 0.0037 0.003
Si 0.0066 0.0039 0.0121
Si 0.0012 -0.015 0.0121
Si -0.0031 0.0061 0.0021
Si 0.0003 -0.0053 0.0097
Si 0.001 -0.0022 0.0018
Si -0.0035 0.0065 0.0029
Si 0.0065 -0.0002 0.0012
Si 0.0095 -0.0017 -0.0047
Si 0.0105 0.003 0.0072
Si -0.003 -0.0036 0.0037
Si 0.0045 0.0001 0.0085
Si -0.0035 -0.0021 0.0032
Si -0.0004 0.0025 0.0069
Si -0.0025 -0.0023 0.0078
Si -0.0017 -0.0039 0.0071
Si -0.0003 0.0021 0.0073
Si 0.0032 0.0024 0.0067
Si 0.0015 -0.0078 0.0042
Si 0.0039 0.0057 0
Si 0 -0.0049 -0.0014
Si 0 0.0002 -0.0015
Si -0.0044 -0.0005 0.0017
Si -0.0022 0.0039 0.0005
Si -0.0004 -0.005 0.0002
Si 0.0003 -0.0011 -0.002
Si 0.0031 -0.0009 0.0005
Si 0.0003 -0.0067 -0.001
Si -0.0003 0.0053 0.0038
Si 0.0062 -0.003 -0.0029
Si -0.0007 0.0036 0.0004
Si -0.004 0.0004 0.0012
Si -0.0055 0.0031 0.0018
Si -0.0026 -0.0041 -0.0021
Si 0.002 0.0018 -0.0023
Si -0.0008 0.0075 0.0041
Si 0.0068 0.0032 -0.0121
Si -0.0036 -0.0196 0.0217
Si 0.0025 -0.0005 0.0017
Si -0.0064 -0.0047 0.0109
Si 0.004 -0.0083 0.0036
Si -0.0021 -0.0022 -0.0238
Si -0.0072 -0.0037 0.0036
Si -0.0037 0.0119 -0.004
Si 0.0087 -0.0326 -0.0193
Si -0.0003 -0.0009 0.0007
Si -0.0074 0.0058 -0.0062
Si 0.0219 0.0601 -0.0618
Si -0.008 -0.0126 0.0028
Si 0.0073 -0.0187 0.0056
Si -0.002 0.0021 0.0058
Si 0.0001 -0.0099 0.0023
Si -0.011 -0.0077 -0.0014
Si -0.0023 0.0149 0.0028
Si 0.0146 0.0131 -0.0122
Si 0.0061 0.0092 0.0307
Si -0.0036 -0.0006 0.0017
Si 0.0036 0.0074 0.0083
Si -0.0283 -0.0489 -0.0467
Si -0.0118 -0.0127 0.0179
Si -0.0025 0 0.0224
Si 0.0003 0.0068 0.0012
Si -0.0051 0.0183 0.0055
Si -0.002 0.0011 -0.0042
Si -0.0031 -0.0181 0.0167
Si -0.0041 0.0017 0.0114
Si 0.0057 -0.0037 -0.0012
O 0.0004 -0.0054 -0.0045
O -0.005 -0.0024 -0.0037
O 0.0022 -0.0015 0.0003
O 0.0001 -0.0062 -0.0065
O 0.001 -0.0005 -0.0024
O -0.0016 0.0003 -0.0024
O -0.0034 0.0019 0.0007
O 0.0033 0.0032 0.0009
O -0.001 -0.0062 -0.0082
O 0.0055 -0.0032 -0.0083
O -0.0012 0.0019 0.0014
O -0.0098 0.002 -0.0001
O 0.0902 0.1239 -0.3178
O -0.0082 -0.0044 -0.0107
O -0.0098 -0.0034 -0.0014
O -0.0022 -0.0004 -0.0017
O -0.0025 -0.0178 0.0097
O -0.0011 0.0054 -0.0004
O 0.0036 0.0001 0.0093
O -0.0003 -0.0009 -0.0023
O -0.0001 -0.0071 -0.0047
O -0.0623 -0.0048 -0.0045
O 0.0039 -0.0036 0.0044
O -0.0055 -0.0016 0.0075
Si -0.0081 0.0187 -0.0268
Si -0.0025 -0.0019 -0.0064
Si -0.0188 -0.0044 0.0141
Si -0.0357 0.0107 -0.0226
Si 0.0052 0.0015 -0.0087
Si 0.0028 -0.0004 0.0049
Si -0.0089 0.0284 0.0169
Si 0.0006 0.0054 0.0051
Si -0.01 0.0043 0.0082
Si -0.0063 -0.0047 0.0044
Si -0.0061 -0.0022 -0.0008
Si -0.0223 -0.0087 -0.006
Si -0.002 -0.0009 -0.0009
Si 0.0076 -0.0072 0.012
Si 0.008 0.0151 0.0087
Si -0.0011 0 -0.0059
Si 0.0098 -0.0065 0.013
Si -0.0007 0.0063 -0.0019
Si -0.0115 0.0074 0.0018
Si 0.0083 0.0073 0.0029
Si 0.0044 -0.0029 0.0002
Si 0.0118 0.0146 -0.0054
Si -0.0002 -0.0005 0.0202
Si 0.0028 0.002 0.0041
Si -0.0031 -0.0088 -0.0061
Si -0.0006 -0.0041 -0.0021
Si -0.0026 -0.0045 -0.0065
Si 0.0073 -0.0012 0.0134
Si -0.0123 0.004 0.018
Si 0.006 0.0102 0.0195
Si 0.0137 0.02 0.0026
Si 0 0.0046 -0.004
Si 0.0016 -0.0141 0.0001
Si 0.0003 0.0059 0.0118
Si -0.0128 -0.0123 -0.0112
Si -0.0028 0.0019 0.0049
Si -0.0107 -0.0047 -0.0119
Si -0.0016 0.0003 0.001
O -0.0079 0.0001 0.0047
O 0.0013 -0.002 0.0036
O -0.0009 -0.0047 -0.0038
O 0.0069 0.0007 0.0053
O 0.0109 -0.0018 -0.0003
O 0.0033 -0.0003 -0.0224
O 0.0031 0.001 -0.0067
O 0.0004 0.0011 -0.0049
O 0.0008 -0.0073 -0.0079
O -0.0121 -0.001 -0.007
O -0.0006 0.001 0.0068
O -0.0109 0.0038 -0.0019
O -0.0038 -0.0017 -0.0023
O 0.0064 -0.0013 -0.0059
O -0.0031 -0.0017 -0.0069
O -0.0006 0.0136 0.0116
O 0 -0.0013 -0.0044
O -0.04 0.0441 -0.0439
O 0.0091 -0.0093 0.0209
O -0.0011 0.0029 -0.0003
O -0.0055 0.003 -0.0041
O 0.0056 0.0008 0.0013
O -0.0037 0.004 0.0025
O 0.0041 -0.0023 0.0082
O 0.0111 -0.0003 0.0188
O 0.0087 -0.0149 0.0232
O -0.0002 -0.006 -0.0046
O -0.0036 0.0014 0.0117
O -0.0012 -0.003 -0.0002
O -0.0049 0.0021 0.0018
O -0.002 -0.0005 0.001
O -0.0004 -0.0021 0.003
O -0.0117 -0.0158 -0.0188
O -0.0083 -0.0021 -0.0078
O 0.002 -0.0038 -0.0015
O -0.0035 -0.0001 -0.0001
O 0.0015 0.0039 0.0015
O -0.0096 0.0083 -0.0067
O 0.0088 0.0089 0.0022
O 0.0002 0.0009 0.0018
O 0.0041 0.0031 -0.0102
O 0.0006 0.0031 0.0134
O 0.0063 -0.0016 -0.0091
O -0.0139 0.0027 0.0002
O -0.0201 -0.0134 -0.0111
O 0.0107 0.0012 -0.0154
O -0.0014 0 -0.0008
O -0.0058 0.0012 -0.0018
O -0.0003 0.0005 -0.0024
O 0.0061 -0.0084 0.0123
O -0.0013 0.0148 -0.0138
O -0.0025 -0.0007 0.0028
O 0.0001 0.004 0.0024
O 0.0817 0.0276 0.0129
O -0.0028 0.0002 0.0041
O -0.0021 0.0006 0.0032
O -0.0013 0.0017 -0.0011
O 0.0017 0.0027 0.0011
O 0.0054 -0.009 -0.0055
O 0.0029 0.0126 0.0043
O 0.0066 -0.0058 -0.004
O -0.0072 0.0038 -0.0027
O 0.0008 0.001 0.0013
O -0.0095 -0.0169 0.0005
O -0.0087 0.0021 -0.0047
O 0.0107 -0.0009 -0.0056
O 0.0002 -0.0043 -0.0091
O 0.0039 0.0002 -0.0099

The program warned: the cutoff lies below the one the program advises for these potential files; the exchange-correlation potential is rough where the density is thin.
